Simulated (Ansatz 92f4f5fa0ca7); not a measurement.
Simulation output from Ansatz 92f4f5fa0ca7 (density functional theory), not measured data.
Periodic cell of 357 atoms, Si241O116, from a study of silicon, its oxide and their interface. The atomic structure is a simulated model.
Doubt: the cutoff is far below the 930 eV that the study's wrapper takes by default for these files, so forces and energies are approximate.
This geometry differs little from another in the collection (a relaxation step or a small displacement).

Settings: functional PBE; potential files Ansatz PAW; basis plane waves; wave-function cutoff 580 eV; density cutoff ratio 5; exchange-correlation grid ratio 1; k mesh 1 x 1 x 1, Gamma-centred; self-consistency stop 5e-08 eV per atom in the density residual; occupations fixed; spin none; net charge 0.

Cell vectors (angstrom)
a	11.6015	0	0
b	0	13.3963	0
c	0	0	40.8706

Atoms and the computed forces on them: element, x, y, z (angstrom), force x, y, z (eV/angstrom)
Si	0	2.2327	1.1851	-0.0069	0.0021	-0.0137
Si	3.8672	2.2327	1.1851	-0.0181	-0.0772	0.0304
Si	7.7343	2.2327	1.1851	-0.0046	-0.0647	-0.0419
Si	1.9336	5.5818	1.1851	-0.044	0.0347	-0.0575
Si	5.8008	5.5818	1.1851	0.0895	0.0446	0.0872
Si	9.6679	5.5818	1.1851	0.0327	-0.0184	0.022
Si	0	8.9308	1.1851	-0.008	0.0787	0.034
Si	3.8672	8.9308	1.1851	-0.0156	0.0413	-0.0309
Si	7.7343	8.9308	1.1851	0.024	0.0311	0.0469
Si	1.9336	12.2799	1.1851	-0.0207	0.0081	0.0183
Si	5.8008	12.2799	1.1851	-0.006	-0.0174	-0.0156
Si	9.6679	12.2799	1.1851	0.0303	-0.0214	-0.0198
Si	1.9336	1.1164	1.9745	0.0564	0.0378	0.0042
Si	5.8008	1.1164	1.9745	0.1222	0.0779	0.0014
Si	9.6679	1.1164	1.9745	-0.058	0.0211	0.0049
Si	0	4.4654	1.9745	0.0713	0.0246	0.0099
Si	3.8672	4.4654	1.9745	-0.2041	-0.0099	-0.0796
Si	7.7343	4.4654	1.9745	-0.0735	0.0287	-0.0251
Si	1.9336	7.8145	1.9745	0.1756	-0.1223	-0.0143
Si	5.8008	7.8145	1.9745	-0.1002	-0.0492	-0.0224
Si	9.6679	7.8145	1.9745	-0.0201	0.0106	-0.0162
Si	0	11.1635	1.9745	-0.0684	-0.0214	0.0273
Si	3.8672	11.1635	1.9745	0.1194	-0.0428	-0.016
Si	7.7343	11.1635	1.9745	-0.0554	0.0112	-0.007
Si	1.9336	1.1164	4.3426	-0.07	-0.0306	-0.4797
Si	5.8008	1.1164	4.3426	0.3239	0.1205	-0.1314
Si	9.6679	1.1164	4.3426	-0.0115	0.0661	-0.3661
Si	0	4.4654	4.3426	0.0037	0.0026	-0.6589
Si	3.8672	4.4654	4.3426	-0.4684	0.0251	1.2506
Si	7.7343	4.4654	4.3426	-0.4119	0.1387	0.0463
Si	1.9336	7.8145	4.3426	0.4332	-0.2216	-0.0117
Si	5.8008	7.8145	4.3426	-0.1653	-0.1223	0.449
Si	9.6679	7.8145	4.3426	-0.0553	0.0326	0.2536
Si	0	11.1635	4.3426	-0.2446	-0.1395	-0.4218
Si	3.8672	11.1635	4.3426	0.3224	-0.0783	-0.2635
Si	7.7343	11.1635	4.3426	-0.0866	0.0028	0.0996
Si	0	0	36.53	-0.1612	0.0032	-0.0628
Si	3.8672	0	36.53	-0.2203	-0.1043	0.1605
Si	7.7343	0	36.53	0.3473	-0.2259	-0.1543
Si	1.9336	3.3491	36.53	0.023	0.0841	0.3783
Si	5.8008	3.3491	36.53	0.01	-0.0509	0.237
Si	9.6679	3.3491	36.53	-0.1644	-0.2119	0.0266
Si	0	6.6981	36.53	-0.0087	0.3802	0.1448
Si	3.8672	6.6981	36.53	0.039	0.2224	-0.0117
Si	7.7343	6.6981	36.53	-0.082	0.1109	-0.1277
Si	1.9336	10.0472	36.53	0.1253	0.0311	-0.032
Si	5.8008	10.0472	36.53	0.1692	-0.0246	-0.2345
Si	9.6679	10.0472	36.53	0.115	-0.0191	-0.3505
Si	0	0	38.8982	-0.0802	-0.0092	0.0172
Si	3.8672	0	38.8982	-0.0802	-0.0454	0.0148
Si	7.7343	0	38.8982	0.1223	-0.0818	0.0004
Si	1.9336	3.3491	38.8982	0.0148	0.046	0.0011
Si	5.8008	3.3491	38.8982	0.0199	-0.0487	-0.0099
Si	9.6679	3.3491	38.8982	-0.0593	-0.1206	-0.0029
Si	0	6.6981	38.8982	0.0072	0.1614	0.0063
Si	3.8672	6.6981	38.8982	0.0042	0.1013	-0.0096
Si	7.7343	6.6981	38.8982	0.0009	0.05	0.0229
Si	1.9336	10.0472	38.8982	0.0381	0.0366	0.0043
Si	5.8008	10.0472	38.8982	0.0523	0.0012	0.0022
Si	9.6679	10.0472	38.8982	0.0521	0.0344	0.0371
Si	0	2.2327	39.6875	0.0073	0.0044	0.0071
Si	3.8672	2.2327	39.6875	0.0183	0.0543	0.0017
Si	7.7343	2.2327	39.6875	0.0055	0.0651	0.0191
Si	1.9336	5.5818	39.6875	0.0305	-0.0401	0.0043
Si	5.8008	5.5818	39.6875	-0.0633	-0.0259	-0.0512
Si	9.6679	5.5818	39.6875	-0.0116	0.0152	-0.0523
Si	0	8.9308	39.6875	0.0151	-0.0717	0.0125
Si	3.8672	8.9308	39.6875	-0.0013	-0.0267	0.011
Si	7.7343	8.9308	39.6875	-0.0338	-0.0207	-0.0326
Si	1.9336	12.2799	39.6875	0.025	-0.0162	0.0138
Si	5.8008	12.2799	39.6875	0.0055	0.0117	-0.041
Si	9.6679	12.2799	39.6875	-0.0218	0.0223	0.037
Si	5.7567	-4.135	21.4225	0.0305	0.0082	-0.0145
Si	3.8902	2.267	32.8097	-0.0016	0.0066	0.0164
Si	12.3233	-6.4255	24.4739	-0.0148	-0.0158	0.0141
Si	1.8054	7.7424	29.4179	-0.0007	-0.0049	-0.0254
Si	7.6895	8.2408	19.1859	0.0064	0.0044	-0.0055
Si	6.1287	-1.4603	30.0948	-0.0066	-0.0053	0.0011
Si	5.5277	7.561	29.2135	0.0055	0.0122	-0.0062
Si	7.6435	3.0321	24.2999	-0.0006	0.0038	-0.0139
Si	9.6446	7.6199	23.2053	-0.0066	-0.0083	0.0054
Si	0.3183	5.0549	19.927	-0.0031	-0.0031	-0.006
Si	3.7449	9.041	30.0558	0.0101	-0.01	0.0034
Si	9.9516	13.5015	27.8015	-0.0143	-0.0105	0.0025
Si	3.8838	-4.3891	32.476	0.0011	-0.001	0.0065
Si	-0.0399	3.6454	30.4546	0.0041	0.0092	0.0074
Si	7.6362	-3.6822	23.6036	0.0161	0.0051	-0.0006
Si	6.7233	2.1311	30.5196	0.0014	0.0054	0.0179
Si	9.6281	5.5403	32.596	-0.0117	-0.0045	0.0103
Si	12.1063	1.7941	29.1395	0.0103	0.0106	0.0292
Si	-1.774	7.1854	29.4582	0.0031	0.0052	-0.0144
Si	-1.0908	15.1109	25.0551	-0.0011	-0.002	-0.0112
Si	2.7875	13.3094	30.4261	-0.0315	0.0217	-0.0006
Si	-0.97	5.8208	26.8997	0.0078	0.0111	0.0045
Si	2.8091	11.5586	23.4419	-0.0077	0.0072	-0.0005
Si	9.5177	18.3408	30.247	0.009	-0.0218	0.0052
Si	-0.0189	2.4661	32.5907	-0.001	0.0014	-0.0014
Si	3.67	4.1261	27.2288	-0.0098	-0.0081	0.0283
Si	7.6411	2.212	32.6732	0.007	0.0066	0.003
Si	1.9577	5.6101	32.719	-0.0034	0.0008	0.0122
Si	5.7929	5.5785	32.5614	-0.006	-0.0005	0.0021
Si	5.3313	6.8555	26.9058	0.0058	0.0143	0.0226
Si	0.0111	8.954	32.5112	-0.0029	-0.0075	0.0028
Si	2.7253	8.2568	26.4526	0.0144	0.0054	0.004
Si	7.7509	8.8496	32.3673	0.0006	0.0047	0.0078
Si	2.1148	12.4684	32.5847	0.0003	0.0043	-0.0053
Si	5.9465	12.2733	32.4931	-0.0125	-0.0076	0.0076
Si	10.0979	11.0892	29.5174	0.0097	-0.002	0.0139
Si	1.8754	1.2518	33.4423	0.0038	0.0038	0.0106
Si	5.788	1.055	33.5025	-0.0019	-0.002	0.0029
Si	9.6902	1.1409	33.232	0.0002	0.0393	0.0129
Si	-0.0093	4.5799	33.542	-0.0144	0.006	-0.0095
Si	3.9046	4.5111	33.4718	-0.0111	-0.0084	0.0076
Si	7.707	4.4645	33.4142	-0.0034	-0.0073	0.0043
Si	1.9671	7.8765	33.3366	0.001	0.0002	0.0073
Si	5.8056	7.8424	33.2917	-0.0044	0.0022	-0.0131
Si	9.6646	7.8185	33.3048	0.0019	-0.0017	-0.0034
Si	0.1716	11.2007	33.3266	0.008	-0.0013	0.0106
Si	3.9852	11.2217	33.3393	0.0036	-0.0006	0.0029
Si	7.8638	11.1177	33.2426	-0.008	-0.0004	-0.0047
Si	1.9168	1.1344	35.7792	0.0024	0.0095	-0.001
Si	5.801	1.0899	35.8191	-0.0008	-0.008	0.0091
Si	9.6708	1.1138	35.6663	0.0046	-0.0048	0.004
Si	-0.0087	4.4843	35.8441	-0.0018	0.0025	0.0032
Si	3.8715	4.4731	35.7975	0.005	0.0039	-0.0032
Si	7.7273	4.4661	35.763	-0.0018	-0.0026	0.0006
Si	1.9357	7.827	35.7204	0.0045	0.0006	0.0052
Si	5.8003	7.8171	35.6966	0.0046	-0.0024	0.0088
Si	9.6633	7.8107	35.7047	-0.0044	-0.0049	0.0053
Si	0.0267	11.1692	35.7164	0.0018	0.0038	-0.0019
Si	3.8824	11.165	35.7218	0.0069	-0.0037	-0.0011
Si	7.7497	11.1481	35.674	0.0042	-0.0008	0.0013
Si	0.0019	-0.0116	5.035	-0.0006	-0.0033	0.0004
Si	3.8855	0.0016	5.0497	0.0033	-0.0008	-0.0069
Si	7.7516	0.0015	5.1387	-0.0015	0.0007	-0.005
Si	1.8064	3.2746	5.2427	-0.0014	-0.0011	-0.0069
Si	5.7921	3.3432	5.1684	0.0014	0.0017	-0.0023
Si	9.6645	3.3744	5.0452	-0.0019	0.0088	-0.0026
Si	0.0214	6.696	5.0865	0.0014	0.0008	0
Si	3.8724	6.6998	5.3008	0.0054	0.0016	-0.0023
Si	7.7319	6.7035	5.1689	0.0015	-0.0035	-0.0052
Si	1.9353	10.0508	5.0203	-0.0044	0.0051	0.0085
Si	5.8005	10.0344	5.1814	-0.0002	-0.0015	-0.0015
Si	9.6629	10.0626	5.1389	0.0019	0	-0.0016
Si	0.1095	0.2079	7.3388	0.0035	0.0076	-0.0109
Si	3.9443	0.0065	7.3588	0.011	-0.005	0.0021
Si	7.8469	0.0387	7.5103	0.002	0.0006	0.0048
Si	0.5611	2.5866	7.3424	-0.0137	-0.014	-0.0115
Si	5.898	3.3392	7.5626	0.0013	0.0044	-0.0106
Si	9.9105	3.4609	7.3517	0.0089	-0.001	-0.003
Si	0.1172	6.7148	7.4207	-0.005	0.0055	0.0024
Si	3.8962	6.7427	7.8684	-0.0054	0.0048	-0.004
Si	7.7692	6.7268	7.5656	0.0033	0.0023	0.0033
Si	1.9245	10.1044	7.3183	0.0003	0.0028	-0.0021
Si	5.8162	10.0384	7.5898	-0.0078	0.0015	0.0025
Si	9.6897	10.1674	7.5106	0.0002	-0.0052	-0.0062
Si	1.9923	3.2739	9.0684	0.0093	0.0013	0.0182
Si	4.0835	2.0265	8.5632	-0.0072	-0.0109	0.002
Si	10.0566	-0.861	10.7832	-0.0092	0.0483	-0.0128
Si	1.8918	5.751	8.7674	-0.013	-0.0001	0.0073
Si	5.9362	5.5084	8.5632	0.0139	-0.0043	-0.0005
Si	10.2714	5.7483	10.502	-0.0051	0.0054	0.0113
Si	0.0248	8.9989	8.1169	-0.0032	0.0003	-0.0089
Si	0.4597	9.1094	10.4237	0.012	-0.0027	-0.0046
Si	7.8134	8.9747	8.4173	0.0089	0.0017	-0.007
Si	1.9592	12.3646	8.0128	0.0085	-0.0056	0.0025
Si	5.9132	12.281	8.2553	0.0018	0.0004	-0.0096
Si	9.8476	12.4537	8.346	0.0078	-0.0002	0.0016
Si	0.2159	2.3966	15.2565	-0.0099	-0.0079	0.0051
Si	8.1077	2.596	10.5361	-0.0034	-0.0136	0.0026
Si	7.9782	2.2967	8.197	0.0047	-0.0084	-0.0053
Si	2.418	-0.9265	10.294	-0.0047	0.0004	-0.0049
Si	3.8791	9.3435	12.286	-0.0142	-0.0221	-0.0005
Si	6.1546	-1.0434	10.6342	-0.0018	-0.006	0.0005
Si	1.4652	4.2444	13.5477	0.0064	-0.0051	0.0022
Si	3.7566	9.1272	8.4477	0.0004	0.0051	0.0066
Si	7.2479	10.6529	14.833	-0.0023	0.0098	0.0017
Si	1.4612	13.4365	13.7251	-0.0032	-0.0017	-0.0083
Si	10.2597	10.3278	14.8543	-0.0225	0.0113	0.0107
Si	12.4628	6.767	10.709	0.001	-0.0005	0.0053
Si	-1.8595	2.0696	17.1403	0.0003	-0.0013	-0.0084
Si	6.0479	6.3194	15.5223	-0.0127	-0.0067	0.0065
Si	6.1693	-3.3356	11.8515	0.0044	0.0186	0.0112
Si	2.0816	6.8985	12.7264	-0.0036	0.0107	-0.0433
Si	-1.818	5.6703	8.1876	0.0004	0.0021	-0.0147
Si	7.9972	0.2595	11.4466	-0.0047	0.0008	0.0151
Si	-1.4589	10.2221	11.567	0.009	-0.03	0.0452
Si	10.2026	3.4821	11.1495	0.0022	0.0191	0.0123
Si	7.5058	2.6831	15.3589	-0.013	-0.0192	0.0082
Si	-4.7568	4.8124	10.8084	-0.0262	-0.009	0.0133
Si	8.0633	8.926	10.8418	-0.0098	-0.0005	-0.0207
Si	4.2713	5.059	17.6158	0.0036	-0.0048	-0.0054
O	5.0053	-25.0887	18.5847	0.0021	0.0032	0.0082
O	14.4017	-16.9394	26.6984	-0.0012	-0.0053	0.0041
O	19.532	14.7484	14.5554	0.0028	0.0025	0.0052
O	5.1717	-0.8107	17.8585	0.0006	-0.0032	0.0001
O	0.6228	14.2547	14.8868	0.0069	-0.0041	-0.0034
O	1.2296	2.2451	27.735	0.0036	-0.0047	-0.0001
O	2.101	-19.2772	27.7762	-0.0037	0.0029	0.0163
O	2.5609	-3.4417	23.135	-0.0019	-0.0187	-0.0027
O	-7.6588	30.3508	17.0733	-0.0035	0.0004	0.005
O	-8.6568	0.7326	13.703	0.0006	0.0048	0.0049
O	8.8966	0.7698	20.9417	-0.0004	0.0056	-0.0001
O	1.6493	-7.3758	23.5183	0.0042	0.013	0.0027
O	-16.952	-3.091	16.074	-0.0031	-0.0059	0.0018
O	9.5478	0.5202	16.64	-0.001	0.0011	0.0041
O	20.2983	-3.3959	15.1966	0.0092	-0.0109	-0.0044
O	-15.5562	6.2941	15.1119	0.0301	0.0065	-0.014
O	7.4033	12.255	14.6179	0.0015	0.0075	0.006
O	13.0154	27.3648	29.7519	0.0162	-0.0256	0.0073
O	10.6306	1.1871	28.8063	-0.0081	0.0037	-0.0032
O	-0.3838	-17.6545	15.4285	0.0055	-0.0082	-0.0014
O	-12.6542	11.9928	28.1685	0.0064	0.0051	0.0061
O	16.1836	18.8099	26.8343	0.0047	0.0082	-0.01
O	1.6295	3.1457	12.3513	-0.0099	-0.0035	-0.0061
O	7.4406	-1.2382	25.2511	-0.0075	-0.0047	0.0156
Si	4.2402	1.9752	30.5312	0.0067	0.0049	-0.0022
Si	7.1994	0.1887	13.692	0.0028	-0.0117	-0.015
Si	12.4092	16.8909	26.7725	0.0077	0.0057	-0.0122
Si	4.8481	2.2341	17.0482	0.0039	-0.0074	-0.0064
Si	-5.9158	-4.429	16.8141	0.0043	0.0067	-0.0013
Si	1.7124	-8.0467	30.4005	0.0045	-0.0188	0.0027
Si	1.3737	-16.4142	19.4088	-0.0069	0.0171	-0.0083
Si	-8.0215	-9.287	29.5856	-0.0081	0.0097	-0.0118
Si	1.4789	-0.216	18.6581	-0.0004	0.0068	-0.0071
Si	2.6535	-3.3039	10.4672	0.0002	-0.0023	-0.0066
Si	-1.4218	4.1512	13.3942	-0.024	-0.0216	-0.0169
Si	-10.0904	6.5123	17.3627	0.0051	-0.0049	0.0048
Si	6.7149	17.1126	21.3587	0.0034	-0.002	-0.0049
Si	2.6742	8.8556	21.883	0.0033	0.0154	0.0075
Si	-2.7643	19.5068	13.9496	-0.0189	-0.0215	0.0085
Si	6.112	15.8487	26.902	0.0011	-0.0087	0.0096
Si	11.5338	7.6201	14.8954	0.0214	0.0047	-0.0005
Si	-0.2328	-4.4883	30.1236	0.011	0.0112	0.0128
Si	-1.9507	12.8546	21.5331	-0.0042	0.005	0.0018
Si	-6.0164	4.1871	13.5661	-0.0054	-0.0118	0.0169
Si	-14.9896	1.5176	19.6832	-0.0053	-0.0068	0.0043
Si	19.2903	-18.5117	29.9377	-0.0122	-0.0058	0.0034
Si	4.3617	27.3127	10.4358	-0.0158	-0.0043	0.0108
Si	4.3148	1.4617	13.2632	0.0092	-0.0069	-0.0023
Si	8.9754	-7.5021	20.5938	-0.0078	-0.0107	-0.0153
Si	-9.7282	2.339	20.5654	0.003	-0.0087	0.0014
Si	7.8068	-2.9163	29.1943	-0.0035	0.0096	-0.0182
Si	-1.7463	12.254	32.4915	-0.0142	-0.0214	0.0166
Si	-10.7939	-10.8812	11.028	0.0025	0.0192	0.007
Si	15.5919	12.9301	16.7674	0.0053	-0.0014	-0.0046
Si	0.6522	13.7817	22.6824	-0.0026	-0.0002	-0.0064
Si	0.6109	0.126	11.4719	0.0011	-0.0238	0.0112
Si	-6.1028	5.4035	30.186	-0.0056	0.0054	0.0086
Si	18.564	-12.9598	28.9451	0.0085	-0.0072	0.0012
Si	3.8053	-15.7075	26.3476	0.0098	0.0002	-0.01
Si	-1.8044	10.6747	19.2615	-0.0054	-0.0059	-0.0113
Si	4.3361	4.3734	20.7634	-0.0007	-0.014	-0.0205
Si	-6.2203	-1.1398	21.6932	0.0076	0.0138	0.0027
Si	7.6534	-1.3819	23.6034	0.0164	0.0108	-0.0052
Si	3.9062	-1.9082	29.3242	0.0122	-0.0214	-0.0159
Si	-16.2311	10.7874	26.0758	0.0048	0.0083	-0.0084
Si	10.3633	12.5509	17.0018	-0.0012	0.0009	0.0078
Si	-4.3112	-9.3332	29.3712	0.0058	-0.0009	-0.0164
Si	2.8411	-2.4452	14.8829	0.009	0.0196	-0.0092
Si	-3.5737	-7.4712	25.4318	0.0064	0.0006	-0.0054
Si	8.3291	6.6047	11.6128	0.0169	-0.0106	0.0096
Si	-9.3543	6.4453	22.036	-0.0177	-0.0265	0.0057
Si	2.6067	9.4397	17.5834	0.0264	0.0024	-0.0139
Si	-5.9017	0.2742	18.9714	0.0042	0.0002	-0.0157
O	14.9571	29.8285	20.7152	0.0106	0.0011	0.0086
O	3.599	-21.2636	21.7161	0.0013	0.0113	0.0142
O	-5.9196	4.5092	11.973	0.0242	0.01	-0.0309
O	-7.3885	8.8138	21.3216	-0.0076	-0.0114	0.0034
O	13.1352	1.577	21.9811	0.0007	0.0006	0.0051
O	-2.4971	18.779	26.5396	-0.0174	-0.0045	0.0011
O	1.0766	-5.65	13.7263	-0.0056	-0.0037	0.0191
O	-1.4349	14.0262	26.2566	0.0034	0.0048	-0.012
O	3.9545	-1.3231	22.4137	0.0083	0.0028	-0.0059
O	-2.1049	6.8337	21.8083	0.0058	0.0028	-0.0056
O	-3.8413	-8.4169	21.1939	-0.0034	0.0016	0.0086
O	8.3887	0.0786	28.2197	0.0044	-0.002	-0.0054
O	1.0628	-7.3133	20.9566	0.0144	0.0087	0.0168
O	-9.3602	4.1832	26.3791	-0.0055	0.0019	-0.0076
O	11.2953	-10.8907	16.8102	-0.0003	0.0027	0.0014
O	5.3519	10.6576	26.0991	-0.0126	0.0004	0.0035
O	-5.3057	15.9198	16.4094	0.0038	0	-0.0032
O	7.5461	-3.8998	25.2378	0.0058	0.004	0.0016
O	0.0365	-0.3464	17.9092	0.0044	-0.0032	0.0021
O	-17.9822	-0.0785	20.4792	-0.003	-0.0068	0.0188
O	-4.0571	-8.7677	24.6018	-0.0028	-0.0037	0.0032
O	-41.9756	-21.7496	19.2456	0.0053	0.0026	0.0068
O	-2.7997	6.9196	24.4063	0.0022	-0.0015	0.0063
O	16.7978	5.5503	14.3581	0.0006	0.0055	0.0035
O	2.2507	-3.4049	16.0678	-0.0102	-0.0107	0.0049
O	10.2899	-21.733	20.0892	0.003	0	0.0054
O	6.7209	10.0602	13.4185	-0.0005	-0.0056	-0.0036
O	11.4885	-20.6868	25.554	0.0115	0.0056	-0.0081
O	-1.2068	-2.9861	13.213	-0.0023	-0.0024	-0.026
O	7.3207	-12.9876	18.8631	0.009	-0.0007	0.0027
O	-13.7523	-1.8075	17.9545	-0.0002	0.0036	-0.0005
O	-7.3324	-4.1379	17.6068	-0.0203	-0.0013	0.0089
O	1.7075	21.4092	25.2187	-0.0002	-0.0056	-0.0047
O	29.9647	-11.1542	25.4203	0.0028	0.0011	0.0058
O	-4.4224	-10.7341	20.1908	-0.0049	0.0011	-0.0008
O	20.9788	2.1576	18.7273	0.0044	0.003	-0.0002
O	0.7992	3.5196	20.2092	0.002	-0.0005	0.0024
O	9.445	11.5237	20.617	-0.0037	0.002	0.0149
O	25.7454	12.8725	17.4753	-0.0048	-0.0004	0.0108
O	-27.2315	-2.6815	27.5615	0.0065	0.0027	0.0308
O	17.6557	1.021	27.692	-0.0034	-0.0117	-0.0082
O	-4.8274	20.0988	26.1325	-0.0036	-0.0033	0.0022
O	14.8618	-14.9898	24.9952	0.0068	-0.0015	0.0163
O	-23.4489	-3.2023	19.1681	0.0118	-0.0096	0.0068
O	27.4651	-5.5864	26.0898	-0.013	0.0001	-0.009
O	14.6028	19.3112	17.0697	-0.0006	-0.0003	0.003
O	-4.5367	17.1297	14.1698	0.0023	-0.0035	-0.0023
O	6.8258	8.3758	17.819	0.0034	-0.0002	0.0075
O	-19.196	11.8951	15.5323	-0.0026	-0.0073	-0.004
O	-17.5181	18.9915	16.9615	0.0012	-0.0022	0.0061
O	-9.0591	-7.94	13.4095	0.0064	-0.0086	0.0182
O	20.0091	-6.6164	19.3359	-0.0017	0.0065	0.0016
O	-33.3412	-23.3586	14.9787	0.0072	0.0036	-0.003
O	15.8634	-11.7509	11.6526	0.0054	0.0098	0.005
O	28.79	0.51	13.6341	-0.0051	0.0013	0.0069
O	11.3749	0.9616	23.9147	0.0014	0.0012	0.0065
O	-1.5326	7.1115	14.3913	-0.0004	0.0161	0.0024
O	-16.2149	2.9321	22.7958	-0.0075	0.0018	0.0093
O	20.6321	-4.2826	23.0041	-0.0032	0.0163	0.0049
O	3.488	-5.6621	12.4877	-0.007	0.0137	0.013
O	8.761	-10.2989	16.3104	0.0034	0.005	0.004
O	-11.7489	4.5755	27.5926	0.0083	-0.0003	-0.0045
O	-7.8511	11.9646	27.7202	-0.0018	0.0003	0.0213
O	12.1424	6.641	16.0561	-0.0052	-0.0018	-0.0025
O	5.4908	21.2436	15.6296	-0.0042	0.0033	0.0013
O	-2.7587	22.7689	19.2463	-0.0052	-0.0054	0.0071
O	6.3119	8.9988	22.9382	-0.0112	-0.0159	0.0059
O	13.1285	-27.6678	23.2123	0.0007	-0.0011	0.0084
O	4.514	16.3784	13.8629	-0.0016	0.0063	-0.0006
O	24.8624	-1.5185	14.2271	-0.006	0.0014	0.0013
O	-11.971	13.1901	21.5628	0.0077	0.0026	0.0058
O	6.4575	-0.5948	22.7929	-0.0095	0.0004	0.0001
O	1.6496	11.9722	19.7542	0.0001	-0.0094	0.0026
O	11.488	2.9353	25.5564	0.0056	0.003	0.0112
O	-13.0878	-28.0855	30.8362	0.0126	0.0012	-0.0253
O	11.6198	18.4093	13.4171	0.0195	-0.0107	0.0037
O	10.5518	2.7975	14.2872	0.0094	0.0062	0.0038
O	1.7174	-3.9417	20.706	-0.0002	-0.0138	0.0147
O	9.1625	-37.7904	24.4003	0.0025	-0.0033	0.0051
O	-0.9166	-15.0719	15.6231	0.005	-0.0073	-0.0057
O	-17.2923	-2.5478	21.0432	-0.0002	-0.0149	0.0019
O	12.327	5.5671	18.429	-0.0001	0.0018	-0.0033
O	-19.0367	-12.3503	16.176	0.001	0.0019	0.0044
O	10.4739	-19.6787	27.8856	0.0004	-0.0068	-0.0057
O	-28.1609	-5.0235	20.4186	-0.0011	-0.0046	-0.0012
O	-9.7755	-5.3715	17.8813	-0.0049	-0.008	0.0033
O	3.5556	23.4778	13.7211	0.0027	-0.0093	0.0055
O	1.7782	-12.1725	19.3581	-0.0004	-0.0018	0.0044
O	-2.5216	-0.7813	23.0548	-0.0026	0.0025	0.0046
O	22.8287	-19.0133	23.5703	0.0265	0.0015	0.0097
O	18.5891	30.3784	27.7564	0.0074	0.0302	0.0151
O	16.1428	-10.5481	26.6931	0.0041	-0.0007	-0.0149

Results
free energy: -219167.656 eV
free energy less fixed offsets of O -568.88, Si -635.61 eV per atom: 4.434 eV

The program warned: the cutoff lies below the one the program advises for these potential files; the forces do not sum to zero within the program's tolerance; the exchange-correlation potential is rough where the density is thin.
